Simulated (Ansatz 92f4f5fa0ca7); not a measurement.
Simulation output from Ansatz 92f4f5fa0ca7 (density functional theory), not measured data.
Periodic cell of 222 atoms, Si132O88H2, from a study of silicon, its oxide and their interface. The atomic structure is a simulated model.
Doubt: the cutoff is far below the 930 eV that the study's wrapper takes by default for these files, so forces and energies are approximate.

Settings
functional: PBE
potential files: Ansatz PAW
basis: plane waves
wave-function cutoff: 580 eV
density cutoff ratio: 5
exchange-correlation grid ratio: 1
k mesh: 1 x 1 x 1, Gamma-centred
self-consistency stop: 5e-08 eV per atom in the density residual
occupations: fixed
spin: none
net charge: 0

Cell vectors (angstrom)
a 10.938 0 0
b 0 10.938 0
c 0 0 32.3447

Atoms and the computed forces on them: element, x, y, z (angstrom), force x, y, z (eV/angstrom)
Si -0.1259 0.1843 24.7543 0.0256 -0.0971 -0.0998
Si 5.6777 -0.2938 24.7246 0.0857 -0.0441 -0.288
Si 2.4149 3.0029 24.9333 0.0136 0.0569 -0.2763
Si 8.5543 2.4146 24.6001 -0.0016 0.0523 -0.3117
Si 0.2001 5.1942 24.9775 0.0927 -0.0908 -0.4423
Si 5.2825 5.8143 24.9096 -0.0117 0.0777 -0.2657
Si 2.9577 7.9297 24.8813 0.0524 -0.1668 -0.4177
Si 7.8733 8.4423 25.0096 0.0667 -0.1043 -0.2569
Si 1.3255 1.3691 26.2116 -0.0423 0.0506 -0.1265
Si 6.8508 1.3696 25.9943 0.0206 -0.0277 -0.122
Si 4.1222 4.1193 26.1491 -0.039 0.0831 -0.2076
Si 9.5265 4.0039 26.1595 -0.0208 -0.0257 -0.0849
Si 1.3782 6.8035 26.2392 0.0221 0.0175 -0.1582
Si 6.7591 6.9008 26.3645 0.0809 -0.0048 -0.2157
Si 4.0887 9.5823 26.1432 0.0232 -0.0627 -0.0911
Si 9.5968 9.5952 26.1621 -0.0704 0.027 -0.2726
Si 2.7311 0.0072 27.5258 0.0002 -0.0021 0.1122
Si 8.1867 0.0364 27.5149 0.0999 -0.0568 -0.0533
Si -0.0286 2.7229 27.5823 -0.0095 -0.0122 0.1067
Si 5.4984 2.7239 27.4812 0.0074 -0.0544 -0.0053
Si 2.765 5.4459 27.5808 -0.0084 0.0341 0.0422
Si 8.1939 5.4471 27.5407 0.0818 0.0169 0.0695
Si -0.0029 8.2081 27.5447 0.0034 0.0055 0.0364
Si 5.399 8.2699 27.6246 -0.0627 -0.0051 0.15
Si 4.1018 1.3673 28.9264 0.19 0.0245 -0.4245
Si 9.5708 1.3673 28.9264 -0.258 -0.0828 0.142
Si 1.3673 4.1018 28.9264 -0.039 -0.0739 0.0536
Si 6.8362 4.1018 28.9264 -0.0397 -0.1948 -0.2146
Si 4.1018 6.8362 28.9264 -0.2157 0.0596 0.3955
Si 9.5708 6.8362 28.9264 0.0076 -0.1367 -0.2139
Si 1.3673 9.5708 28.9264 0.0499 0.0183 -0.1686
Si 6.8362 9.5708 28.9264 0.058 0.3812 0.0387
Si 0 0 30.2937 -0.0606 -0.0133 -0.0374
Si 5.469 0 30.2937 0.1057 0.0193 0.0129
Si 2.7345 2.7345 30.2937 -0.0415 0.0384 -0.0366
Si 8.2035 2.7345 30.2937 0.0204 -0.0694 -0.0009
Si 0 5.469 30.2937 0.0482 0.0204 0.0011
Si 5.469 5.469 30.2937 -0.0307 0.0454 -0.0423
Si 2.7345 8.2035 30.2937 -0.0102 -0.1248 0.0265
Si 8.2035 8.2035 30.2937 -0.0317 0.0062 -0.0575
Si 1.3673 1.3673 31.6609 0.0137 -0.0319 -0.0116
Si 6.8362 1.3673 31.6609 -0.0445 0.0611 -0.0186
Si 4.1018 4.1018 31.6609 0.0204 -0.0041 -0.0096
Si 9.5708 4.1018 31.6609 -0.0485 -0.0097 -0.0356
Si 1.3673 6.8362 31.6609 -0.0341 0.0691 -0.0061
Si 6.8362 6.8362 31.6609 0.0202 -0.0171 -0.0123
Si 4.1018 9.5708 31.6609 -0.0045 0.0237 -0.0423
Si 9.5708 9.5708 31.6609 0.0476 -0.0296 -0.0092
Si 2.7345 0 0.6835 0.0332 -0.0509 0.0231
Si 8.2035 0 0.6835 -0.0321 0.0186 0.002
Si 0 2.7345 0.6835 -0.0013 0.034 0.014
Si 5.469 2.7345 0.6835 0.0426 -0.0562 0.0192
Si 2.7345 5.469 0.6835 -0.0129 0.026 0.0166
Si 8.2035 5.469 0.6835 0.0459 0.0116 0.0272
Si 0 8.2035 0.6835 -0.0019 -0.0582 0.0345
Si 5.469 8.2035 0.6835 -0.0378 0.0108 0.0123
Si 4.1018 1.3673 2.0507 0.0158 0.0992 -0.0066
Si 9.5708 1.3673 2.0507 0.0018 -0.0562 0.0431
Si 1.3673 4.1018 2.0507 -0.0162 -0.053 0.05
Si 6.8362 4.1018 2.0507 -0.0304 0.0206 0.0011
Si 4.1018 6.8362 2.0507 0.0565 -0.0204 0.0335
Si 9.5708 6.8362 2.0507 -0.0706 0.0546 -0.0074
Si 1.3673 9.5708 2.0507 -0.0049 0.0647 -0.018
Si 6.8362 9.5708 2.0507 0.0554 -0.0098 0.0521
Si 0 0 3.418 0.249 0.0159 -0.1347
Si 5.469 0 3.418 -0.0304 0.1612 0.1894
Si 2.7345 2.7345 3.418 0.1895 -0.0848 0.0254
Si 8.2035 2.7345 3.418 0.019 0.1739 0.1158
Si 0 5.469 3.418 -0.0494 -0.0424 0.2955
Si 5.469 5.469 3.418 -0.1497 -0.0353 -0.0527
Si 2.7345 8.2035 3.418 -0.1153 -0.0156 0.2882
Si 8.2035 8.2035 3.418 0.1847 -0.1849 -0.2405
Si 1.3978 1.351 4.7923 0.0826 -0.0482 -0.0612
Si 6.8333 1.4011 4.7996 -0.1089 0.027 -0.0153
Si 4.0822 4.1198 4.8068 -0.0239 0.0047 -0.0535
Si 9.5775 4.0897 4.8282 -0.0162 0.0134 -0.0075
Si 1.37 6.8144 4.8331 0.044 0.0332 -0.0812
Si 6.8526 6.8188 4.7567 0.028 0.0472 -0.1501
Si 4.0893 9.5898 4.8046 -0.0564 0.0181 -0.0989
Si 9.6293 9.5241 4.7478 0.0256 -0.1074 -0.1659
Si 2.7239 -0.0328 6.245 -0.0453 0.0741 0.1828
Si 8.3024 0.0146 6.006 0.0632 0.0508 0.0936
Si 0.0856 2.7488 6.1679 -0.0158 -0.0427 0.0545
Si 5.4504 2.7796 6.2057 -0.0202 0.0282 0.0975
Si 2.7118 5.4692 6.2501 0.1028 -0.037 0.102
Si 8.1746 5.4664 6.1829 -0.0443 -0.0579 0.1459
Si 0.0117 8.1635 6.2142 -0.1287 -0.0256 0.0865
Si 5.4958 8.2157 6.0715 0.0184 -0.057 0.079
Si 3.799 1.6904 7.5021 0.1363 -0.0311 0.4014
Si 9.9772 1.0124 7.3387 -0.0706 0.0431 0.2732
Si 1.5438 3.9044 7.6688 -0.0074 0.0309 0.3322
Si 6.5565 4.4035 7.5745 0.0451 -0.0167 0.3042
Si 4.3794 6.666 7.4382 0.0554 -0.0089 0.3898
Si 9.2347 7.1155 7.4952 -0.0731 0.0577 0.5224
Si 1.1831 9.6477 7.6276 -0.0591 0.1752 0.3212
Si 7.1145 9.4243 7.2635 -0.1083 0.1662 0.5932
O 1.3447 4.1485 24.3501 -0.0841 -0.0013 0.6022
O 6.8419 9.5354 24.3016 -0.0448 0.0541 0.5132
O 2.6817 2.7797 8.0911 0.0625 -0.1055 -0.4292
O 8.1542 8.3082 7.8846 0.1001 -0.1622 -0.502
O 5.455 5.5555 8.0625 -0.0168 -0.0248 -0.5192
O 0.0577 -0.124 8.0397 -0.0317 0.0373 -0.467
O 4.1072 6.8511 24.3287 -0.0257 0.0994 0.536
O 9.6779 1.2547 24.2045 -0.0908 0.1408 0.2971
O 1.6822 8.9255 9.0659 -0.1046 0.1084 -0.381
O 0.8892 4.4086 9.1263 0.1028 -0.1228 -0.5739
O 9.301 1.7833 8.6248 0.0726 -0.0255 -0.1591
O 6.6106 10.2112 8.6291 -0.04 -0.0935 -0.474
O 4.5149 1.1977 8.8945 -0.0823 0.0783 -0.3582
O 3.8371 7.4387 8.7772 -0.0505 -0.0378 -0.1604
O 7.1769 3.8434 8.9975 -0.1312 0.0471 -0.4372
O 9.5681 6.6105 9.0273 0.0174 0.0715 -0.478
O 2.934 2.2532 23.547 -0.0814 -0.0129 0.3135
O 5.0429 0.1352 23.26 0.1206 -0.0246 0.4044
O 8.1616 2.9924 23.0857 0.0867 -0.128 0.53
O 10.3389 5.7309 23.6406 0.0191 0.0408 0.1481
O 8.3241 7.5137 23.7375 0.0231 0.0059 0.0976
O 2.3071 8.4957 23.4705 0.0086 0.0204 0.1896
O 6.1956 5.4293 23.5635 -0.0345 0.1159 0.3192
O 0.6441 10.5615 23.3838 -0.0663 0.0532 0.217
Si 3.0922 8.4584 9.7976 0.1556 -0.0656 0.0539
Si 7.5455 3.904 10.5811 0.0258 -0.0064 0.2864
Si -1.1615 3.8527 15.9546 -0.0246 0.0822 -0.0701
Si 3.3982 2.9437 22.1522 -0.0476 0.1823 -0.2855
Si 7.0436 0.6546 19.77 -0.0235 0.0176 -0.0174
Si 12.3258 -5.765 17.5019 0.0519 0.0253 0.0948
Si 2.6879 9.451 20.2416 0.2523 -0.1398 -0.1731
Si 9.2986 6.2936 14.8747 0.1064 0.1082 -0.057
Si 2.6667 11.116 17.6543 0.013 -0.0048 0.0866
Si -2.0888 9.8755 17.8291 -0.0174 0.0466 0.0642
Si 4.7456 0.3609 21.6818 0.0279 -0.0593 -0.2734
Si 9.3073 12.345 10.2033 -0.068 -0.2034 0.3142
Si 4.4761 11.3084 10.2792 0.1718 0.0578 0.3803
Si 3.3369 1.7109 12.8437 0.0114 0.1154 -0.0169
Si 9.0978 8.477 12.9513 0.1078 0.0504 -0.1192
Si 1.0199 9.1217 22.6855 0.096 -0.0111 -0.0286
Si -0.1188 0.8815 16.458 0.0175 -0.1545 -0.0732
Si -1.1477 0.2331 13.9011 0.0359 0.0589 -0.1788
Si 0.335 13.0226 12.1507 0.002 -0.0811 -0.0063
Si 5.6028 5.0438 22.0944 -0.2031 0.0226 -0.2928
Si 6.9019 4.8642 15.3981 -0.1205 -0.0228 -0.1601
Si 5.2886 4.2192 12.7706 -0.1598 0.0065 -0.0523
Si 4.596 11.2281 15.4123 -0.0229 0.0905 -0.1087
Si 4.1099 6.6513 20.0754 -0.0728 0.0198 0.0657
Si 4.398 5.0705 17.3687 -0.0174 0.0272 0.1084
Si -0.7792 7.0493 17.8793 -0.0321 -0.1248 0.0081
Si 4.9661 12.9449 17.8245 0.0221 -0.0042 0.0253
Si 3.1444 6.3018 12.1013 0.0224 -0.1649 0.1748
Si 7.9179 3.1252 21.4764 0.0994 -0.0287 -0.3672
Si 9.6069 6.9904 22.9191 -0.1203 -0.142 -0.0888
Si 9.6838 5.4292 20.4397 0.1284 -0.1279 -0.0857
Si 11.8775 4.7971 10.7213 0.1144 -0.0326 0.3687
Si -3.5142 9.9207 14.9926 0.0797 0.1182 -0.1373
Si 1.7441 4.6786 20.3977 -0.0177 0.0718 0.0118
Si 7.0713 10.269 10.1973 0.137 -0.2436 0.3949
Si 9.4186 6.4614 10.6368 -0.0862 0.0937 0.1528
O 8.3329 5.2857 10.9632 -0.0108 0.0233 -0.0484
O 9.9261 -1.0468 12.8747 -0.0747 -0.0498 0.0958
O 19.4292 13.5584 10.9352 0.0104 0.034 -0.0615
O 2.802 5.8778 20.6395 0.0035 -0.0165 0.0231
O -2.8272 4.0264 16.2295 0.0442 -0.0643 -0.0124
O -4.7215 15.0411 14.1173 0.1216 0.0006 0.0934
O 0.316 5.2912 20.8212 -0.0544 0.0558 0.0549
O 3.544 12.0491 11.3604 -0.0171 -0.0267 -0.1373
O -1.0329 7.3564 13.8239 -0.0251 -0.0229 0.0057
O -0.007 6.0695 11.088 -0.0183 0.0694 -0.0683
O 1.7421 4.292 18.8247 -0.0159 -0.0629 -0.0744
O 7.8887 1.6645 20.7398 -0.0045 0.041 0.1071
O 3.9129 0.7418 14.0114 0.0376 -0.0636 0.0873
O 2.2512 9.993 18.7593 -0.0153 0.0298 -0.0212
O 1.3279 9.1115 21.0747 -0.1571 0.0147 0.2546
O 10.8472 1.2671 10.7834 -0.0885 0.0575 -0.0763
O 9.8578 0.1788 17.5518 0.0089 0.0083 0.0451
O 9.7364 8.5714 18.2958 0.0091 0.0361 -0.0234
O 4.4364 1.9391 21.4108 0.0183 0.013 0.0404
O 3.0527 18.6403 11.2482 -0.07 0.1536 -0.1861
O 6.5477 3.9903 21.2965 -0.0009 0.0275 0.0639
O 9.053 3.9495 20.6423 -0.0442 -0.0393 0.1295
O 3.7441 8.2262 20.0298 -0.0842 0.1027 0.0168
O 0.85 6.7051 17.8657 0.0133 0.0262 -0.0556
O 3.4142 -0.4108 21.203 -0.0491 0.0401 0.1504
O 1.3675 11.9457 17.1042 0.0014 0.034 -0.007
O 1.7111 12.698 12.9605 -0.0141 0.0008 -0.0194
O 0.3834 3.6343 11.7126 -0.0116 0.1062 -0.1286
O 9.9568 4.7981 14.6093 -0.036 -0.0395 0.0776
O 2.468 16.0955 11.1365 0.0044 -0.0011 -0.0893
O -14.2089 6.1722 14.7792 -0.0392 -0.0022 0.0188
O 5.9756 11.237 10.9274 -0.231 0.2311 -0.1111
O -2.6661 11.2505 14.5211 -0.0461 -0.0587 0.0335
O 10.8803 10.9094 15.0987 0.0079 -0.0001 0.0965
O 5.6283 5.335 16.3251 0.0361 0.0347 0.0018
O 4.4973 6.1701 18.5669 0.0524 -0.0517 -0.1149
O 13.7957 5.2128 16.6966 -0.0473 0.0022 -0.0238
O 9.0441 6.515 21.4645 -0.0086 0.1611 0.2727
O 3.4836 10.4821 16.3713 0.0046 -0.0383 -0.0055
O -0.2911 8.2119 22.8628 -0.0373 0.0197 -0.0505
O 5.3396 6.3346 21.1093 0.0591 -0.1595 0.183
O 5.8327 -0.7159 15.0777 -0.0458 -0.0626 0.0393
O 2.1096 3.3273 21.2231 0.1318 -0.1058 0.1285
O -3.2316 8.8164 13.7914 -0.0306 -0.0046 0.0778
O 2.3218 6.5888 13.4841 0.0075 0.0366 -0.0083
O 3.673 1.2102 18.422 -0.0492 0.0132 -0.034
O 4.1904 4.3197 22.4707 0.0023 0.0357 0.0207
O 5.9741 -0.1169 20.7277 -0.045 0.0044 0.1105
O -1.3266 6.8111 16.3795 -0.0239 0.0054 0.0386
O 0.0885 4.4139 16.879 -0.0065 -0.011 -0.0473
O -0.8579 1.6686 13.1918 0.0035 -0.0146 0.0132
O 4.6438 5.7152 12.4963 -0.0209 0.0336 0.013
O -1.4756 5.9861 18.9215 -0.0204 0.0328 0.0203
O 4.037 14.1156 12.964 0.0281 -0.0193 0.0116
O 6.3091 1.5673 18.6263 0.0173 -0.0011 0.0165
O -2.9682 9.4927 16.4886 -0.0328 -0.0605 0.0307
O 10.1132 2.2746 15.9822 -0.0241 0.0576 0.0339
O 8.9552 7.8174 11.454 0.0316 -0.1007 0.014
O 15.6005 3.5893 17.9895 0.0312 -0.0331 -0.0135
O 3.9541 9.8055 10.0109 -0.073 -0.186 -0.0858
O 8.5505 -0.0269 10.4232 0.1738 0.177 -0.0838
O 6.1924 3.8127 11.4814 0.0408 -0.0289 -0.0899
O 7.9163 -0.5325 19.0663 0.0007 -0.0264 -0.0524
O 5.138 12.5487 16.2374 0.0078 -0.0142 -0.0325
H 7.0083 8.9476 10.8239 -0.0004 -0.0563 -0.0814
H 2.6695 6.2168 14.3103 0.0003 -0.0206 -0.0875

Results
free energy: -133994.518 eV
free energy less fixed offsets of H -15.97, O -568.88, Si -635.61 eV per atom: -0.618 eV

The program warned: the cutoff lies below the one the program advises for these potential files; the exchange-correlation potential is rough where the density is thin.
